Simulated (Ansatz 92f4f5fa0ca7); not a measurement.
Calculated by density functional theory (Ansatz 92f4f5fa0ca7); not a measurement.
Periodic cell of 186 atoms, Si104O82, from a study of silicon, its oxide and their interface. The atomic structure is a simulated model.

Settings
functional: PBE
potential files: Ansatz PAW
basis: plane waves
wave-function cutoff: 700 eV
density cutoff ratio: 5
exchange-correlation grid ratio: 2
k mesh: 2 x 2 x 1, shifted by 0.5 0.5 0.5 of a step
self-consistency stop: 5e-08 eV per atom in the density residual
occupations: Fermi-Dirac, 0.05 eV
spin: none
net charge: 0

Cell vectors (angstrom)
a 11.5983 0 0
b 0 11.5983 0
c -2.0693 2.3704 23.9109

Atoms and the computed forces on them: element, x, y, z (angstrom), force x, y, z (eV/angstrom)
Si -0.0852 3.537 0.1233 -0.0029 -0.3522 -0.0983
Si -0.3868 8.7399 0.0671 0.0797 0.2318 -0.0268
Si -0.1982 11.9644 0.2247 -0.0715 -0.0002 -0.0296
Si 3.6814 3.9253 -0.2987 0.0708 0.3076 -0.1726
Si 3.3848 8.5286 0.3335 -0.2786 0.0232 0.0767
Si 3.8867 11.6959 0.074 0.0904 -0.3261 0.1371
Si 8.0945 4.7939 -0.2464 0.1027 -0.3137 0.0983
Si 7.11 8.7015 0.3608 -0.2684 0.0397 -0.0203
Si 7.391 11.8219 0.2784 0.1093 0.0994 -0.2275
Si 1.8712 3.9178 1.3754 -0.0301 0.0408 0.0562
Si 1.4397 8.2007 1.57 0.1089 0.008 -0.0907
Si 1.7902 12.0327 1.4378 0.2654 -0.142 -0.5745
Si 5.7737 4.2708 1.0037 -0.0241 0.1103 -0.0724
Si 5.3163 8.2212 1.7021 -0.0935 0.1658 -0.1181
Si 5.5605 12.0808 1.6758 0.0584 -0.1451 -0.3891
Si 9.6026 4.1501 1.4358 0.1219 0.1113 0.0822
Si 9.2623 8.2709 1.3878 0.042 0.4032 0.0051
Si 9.4327 12.0428 1.4773 -0.2584 -0.1308 -0.3655
Si 1.6609 6.0577 2.6512 -0.0163 0.0814 -0.3228
Si 1.6243 10.17 2.9027 0.2271 -0.0866 0.1016
Si 1.7887 13.7979 2.9389 -0.0619 -0.0196 0.0704
Si 5.5363 6.0971 2.6453 0.02 -0.0804 -0.0596
Si 5.4592 10.1789 3.0283 -0.2121 -0.0764 0.3345
Si 5.6256 14.0777 2.7929 0.0653 0.1329 -0.11
Si 9.4782 6.2222 2.661 0.0389 0.0499 0.0031
Si 9.3602 10.1674 2.89 -0.0774 -0.2122 0.0977
Si 9.4212 13.8838 2.8809 -0.0775 -0.0063 0.0994
Si -0.2191 6.1682 4.0768 -0.0344 -0.0885 0.1129
Si -0.2953 10.1949 4.2799 0.0004 -0.0306 -0.1179
Si -0.2095 13.8082 4.2354 -0.0138 0.2105 0.0203
Si 3.595 6.1574 4.0367 0.1093 -0.0936 0.0439
Si 3.5182 10.166 4.3491 -0.0589 0.089 -0.183
Si 3.7243 13.8714 4.2571 -0.1454 0.1241 -0.004
Si 7.4932 6.1855 4.0134 -0.045 -0.1879 -0.0483
Si 7.4467 10.1728 4.3004 0.1699 -0.0136 -0.1518
Si 7.4919 13.8803 4.2343 0.0818 0.0501 0.0055
Si -0.1677 4.2158 5.4424 -0.0942 -0.0938 0.0604
Si -0.2846 8.1442 5.4267 0.1305 0.1599 -0.033
Si -0.2429 12.014 5.8346 -0.0261 -0.0896 -0.0106
Si 3.6644 4.2609 5.46 -0.1442 -0.082 0.0345
Si 3.5325 8.1132 5.4459 0.0407 0.1768 -0.0066
Si 3.6231 12.0291 5.8299 0.0635 -0.1 0.0447
Si 7.5845 4.2696 5.4346 -0.0012 -0.0397 0.0402
Si 7.4042 8.122 5.4088 0.05 0.0771 0.0105
Si 7.4659 12.0326 5.7928 -0.0659 -0.073 0.0212
Si 1.7554 4.1913 6.8329 0.0101 -0.0868 -0.1827
Si 1.6115 8.1572 6.8281 0.0003 0.1306 -0.1907
Si 1.7038 12.0262 7.2903 -0.0146 0.019 0.0829
Si 5.6359 4.1843 6.7425 0.0922 -0.1461 -0.2476
Si 5.466 8.2398 6.7744 -0.0513 0.1548 -0.214
Si 5.549 11.9656 7.2618 -0.031 -0.0278 0.107
Si 9.521 4.2116 6.8027 -0.0216 -0.1979 -0.2635
Si 9.3419 8.1276 6.7295 -0.0944 0.1055 -0.2906
Si 9.3968 12.0072 7.2182 0.0123 0.0971 0.1406
Si 1.6304 6.179 8.0187 -0.1066 -0.0588 0.0881
Si 1.5505 9.8746 8.5034 -0.0152 -0.0685 0.1632
Si 1.9158 14.1188 8.5398 0.0992 0.1573 0.2732
Si 5.5489 6.2093 7.8016 -0.0022 -0.0472 -0.0607
Si 5.3774 9.8856 8.5741 0.0812 -0.0069 0.0445
Si 5.7377 14.0688 8.4262 0.0257 -0.0087 0.0303
Si 9.4833 6.1936 7.9819 0.1001 0.076 0.0744
Si 9.1749 9.8461 8.3415 -0.0876 -0.1532 0.0988
Si 9.5948 14.1114 8.4612 0.0634 0.0508 0.1164
Si 11.338 6.2264 9.3867 0.056 -0.0432 0.6051
Si 11.0535 9.3561 9.629 0.1625 -0.3129 -0.2439
Si 11.577 14.6838 9.7848 -0.113 0.2366 0.0077
Si 3.6649 6.1226 9.0836 0.0101 -0.0187 0.6836
Si 3.4073 9.1633 9.8803 -0.1561 -0.3923 0.373
Si 4.0142 14.7204 9.8784 0.015 0.2572 0.1807
Si 7.4557 6.2442 9.0436 -0.0947 -0.1776 0.7056
Si 7.2833 9.2558 9.876 -0.0449 -0.2295 0.2496
Si 7.6631 14.738 9.6781 0.1109 0.1128 0.2388
Si 3.6401 2.7239 12.7756 -0.0627 0.1763 0.3906
Si 13.1081 11.7331 16.8195 0.1452 -0.1454 0.1112
Si 4.1127 5.6562 13.4201 0.1283 0.1153 0.2186
Si 3.7576 13.7109 15.8607 0.123 0.0665 0.2201
Si 12.541 1.3478 12.3249 -0.0217 0.2194 0.1513
Si 7.1401 6.0793 13.1317 -0.2252 -0.1312 0.263
Si 11.68 4.5257 18.2412 -0.0975 0.1202 -0.0723
Si 8.3562 15.1378 12.5847 -0.1331 -0.0061 0.1323
Si 11.9161 7.3853 17.4064 -0.0077 0.0186 0.0155
Si 8.8442 7.7082 16.5917 0.0313 -0.0334 0.0225
Si 4.7913 4.7424 16.281 0.0634 0.117 0.0658
Si 5.8544 11.7783 17.3203 -0.1057 -0.1451 0.0498
Si 6.8573 5.7412 18.1947 -0.1653 -0.0522 -0.099
Si 10.6158 10.9225 12.2562 -0.0425 0.0317 0.3447
Si 3.6985 10.2323 18.4769 0.0413 -0.086 -0.0698
Si 7.4498 15.7225 15.1965 0.019 -0.0227 0.1258
Si 3.5416 8.6105 12.8948 0.1624 -0.2159 0.2432
Si 12.9871 9.1334 15.1392 -0.058 -0.03 0.1393
Si 3.9224 14.4918 21.6623 0.0688 -0.111 0.0454
Si 8.8946 3.7649 17.8408 -0.1397 0.1608 -0.0091
Si 7.9143 10.2432 15.6913 -0.1016 -0.0402 0.2084
Si 2.2513 7.9321 19.5753 -0.0433 0.0733 -0.1892
Si 10.7716 1.9232 17.0292 0.0162 0.0158 0.0551
Si 10.4289 1.8899 13.8959 0.0567 0.2246 0.1976
Si 6.7066 9.1366 12.9194 -0.1423 -0.1024 0.2833
Si 6.798 7.4011 20.9124 -0.0596 -0.0232 -0.2051
Si 10.0604 9.0806 14.3983 0.0577 -0.1867 0.2576
Si 2.1345 5.0671 20.6302 0.115 0.1506 -0.4201
Si 5.739 9.7021 22.0438 -0.1057 0.0727 -0.6233
Si 5.3615 11.9339 20.2607 -0.1039 -0.0451 -0.2159
Si 9.462 8.5071 22.0265 -0.0071 -0.0232 0.0521
Si 0.8556 8.9214 22.0124 0.226 0.2756 -0.1921
O 12.3815 7.8832 18.8749 0.0305 0.0006 0.055
O 12.52 4.5 19.6568 0.084 -0.0136 0.1477
O 9.5226 7.1672 22.9649 -0.044 -0.1186 -0.1049
O 3.1169 8.0042 -1.2072 0.028 -0.1829 0.0951
O 7.2617 10.2438 -0.21 0.0743 -0.0995 0.1992
O -0.1937 13.5424 -0.5373 -0.0311 0.2387 0.3358
O 6.4228 6.4286 22.203 -0.1217 0.2195 0.2229
O 3.4419 10.1329 0.1173 0.0991 0.0825 -0.1494
O 7.2109 11.506 16.4443 0.0595 0.0168 -0.035
O 12.7724 7.8277 23.1741 0.0395 -0.2083 0.0143
O 9.5378 10.3372 15.3629 0.0176 -0.0333 -0.121
O 7.0864 9.8216 11.468 0.1364 -0.0941 -0.5287
O 4.6022 11.746 -1.444 -0.3151 0.0301 0.3031
O 6.6973 6.5284 19.5774 -0.0219 0.0745 0.2089
O 5.6315 8.574 20.8572 0.0082 0.0991 0.1096
O 6.5327 7.8764 -1.0124 0.21 -0.0538 0.1338
O 4.6719 13.2979 20.8214 -0.1248 0.1906 0.1799
O 4.1386 10.9036 19.8938 0.0655 0.1031 0.0723
O 2.4984 1.6943 12.2291 0.0638 -0.0278 -0.0611
O 6.0656 15.3787 15.9433 0.0466 -0.0546 -0.0718
O 10.0648 4.6962 18.5303 0.0321 -0.0767 0.0157
O 9.8677 0.6009 13.0101 -0.0384 -0.1018 -0.1555
O 9.8622 9.5845 12.8576 0.0729 0.1272 -0.1312
O 12.1523 5.7764 17.3052 -0.039 -0.0893 0.0265
O 3.3259 6.9788 12.892 -0.0262 0.0538 -0.114
O 11.4241 4.7422 10.2518 -0.0726 -0.3161 -0.3539
O 3.619 3.6225 16.5339 0.0342 -0.0822 -0.0659
O 3.6898 7.5182 9.9728 -0.0179 0.3959 -0.0901
O 3.7871 4.7723 10.0537 -0.0327 -0.27 -0.1643
O 3.1001 9.4003 11.5245 0.0307 0.1812 -0.5166
O 7.3801 7.6536 12.9299 0.0519 0.0648 -0.1059
O 8.215 16.7537 12.3148 0.0505 -0.0265 -0.0624
O 11.8028 3.1839 17.3115 -0.0275 0.003 0.01
O 9.4323 2.2041 17.973 0.0889 0.0255 -0.0656
O 7.431 14.7359 13.8905 0.0852 0.0392 -0.1795
O 7.3642 16.3672 9.8078 0.1074 -0.152 -0.0203
O 2.0254 8.8414 20.8917 -0.1594 0.0055 0.2267
O 2.6954 9.1095 14.1945 0.0316 0.0323 -0.1446
O 7.1912 9.9815 14.2413 0.0026 -0.0136 -0.2087
O 11.2243 7.7371 10.2134 0.0154 0.2911 -0.3938
O 2.3496 11.017 18.0091 -0.0319 0.0559 -0.0085
O 7.8451 9.0027 16.7774 0.0724 -0.0394 -0.1036
O 7.9736 6.4989 17.2521 0.0271 -0.0078 -0.0478
O 3.4117 4.0434 20.6166 0.0385 -0.0489 0.1232
O 10.1994 1.773 15.499 -0.0119 -0.0345 -0.1291
O 7.3768 7.583 10.0468 0.0348 0.3513 -0.1448
O 12.0441 2.0197 13.7291 -0.0128 -0.1191 -0.2495
O 7.928 14.2747 11.2718 -0.0885 0.0805 -0.2903
O 5.1049 8.9732 13.1368 0.0553 0.0604 -0.1144
O 8.7145 15.5785 16.2106 0.0141 -0.0308 -0.0072
O 4.932 10.4085 17.4049 -0.0398 0.0937 0.0549
O 11.7208 2.0193 11.0626 -0.0713 0.2313 0.0188
O 7.3756 17.2809 14.7074 0.0178 0.0508 -0.1973
O 2.7346 6.435 19.9615 -0.0277 -0.1751 0.1531
O 6.3238 11.0983 21.3265 0.077 -0.2754 0.1968
O 4.3119 5.7166 15.0604 -0.044 0.0189 -0.1447
O 6.189 12.2495 18.8653 0.0056 -0.0121 0.0955
O 11.6611 12.2133 17.4175 -0.0457 0.0514 -0.0501
O 2.3501 12.9603 16.1633 -0.0319 0.0192 -0.0543
O 11.6408 8.7423 14.3395 -0.1012 0.0743 -0.0712
O 3.2644 4.311 13.0313 -0.0196 -0.1578 -0.1491
O 3.6934 3.0073 -1.732 -0.0455 0.2339 0.6373
O 10.5736 10.5929 10.6617 0.0396 -0.2318 0.0777
O 4.1034 2.1671 14.2501 -0.0061 -0.0125 -0.2953
O 4.9689 12.9027 16.5771 -0.025 0.0659 -0.0415
O 9.263 7.7459 14.9703 0.0486 0.1271 -0.0487
O 10.9589 8.6935 21.3754 -0.0598 -0.0252 0.0847
O 12.2212 11.3317 12.4362 -0.0252 -0.01 -0.09
O 12.9859 8.0619 16.3692 0.0159 0.0264 -0.0834
O 7.0881 12.6706 -1.1422 0.1226 -0.0058 0.2473
O 4.585 14.2801 11.4265 -0.1081 0.0372 -0.5542
O -0.2598 10.3704 -0.4941 -0.0091 -0.071 0.3048
O -0.3749 7.5609 -1.119 -0.0109 0.1408 -0.033
O 12.8151 10.6546 15.6538 -0.0099 0.0159 -0.0225
O 6.4707 8.7799 23.2672 -0.0813 -0.3357 0.0517
O 5.3446 5.6517 17.5339 0.1006 -0.0266 0.0138
O 8.2656 8.1642 20.9513 0.1216 -0.0003 0.1183
O 9.8487 3.2276 13.1563 -0.0081 -0.0965 -0.0733
O 7.4735 4.2345 18.5093 0.1052 -0.02 -0.0065
O 10.3307 7.788 17.2967 -0.0363 -0.0131 -0.0296
O 5.6058 5.6456 12.7386 0.0088 -0.0195 -0.0896
O 3.382 8.6465 18.6478 -0.0305 0.0054 0.0469

Results
free energy: -112753.811 eV
free energy less fixed offsets of O -569.03, Si -635.61 eV per atom: 10.089 eV
pressure: -0.58 GPa
stress xx, yy, zz, yz, xz, xy (GPa, positive in tension): -0.32, 1.48, 0.58, -0.25, 0.08, 0.11

The program warned: the cutoff lies below the one the program advises for these potential files.
